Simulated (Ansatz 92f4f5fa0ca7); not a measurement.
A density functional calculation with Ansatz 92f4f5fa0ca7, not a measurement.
Periodic cell of 372 atoms, Si240O132, from a study of silicon, its oxide and their interface. The atomic structure is a simulated model.
Doubt: the cutoff is far below the 930 eV that the study's wrapper takes by default for these files, so forces and energies are approximate.
This geometry differs little from another in the collection (a relaxation step or a small displacement).

Settings: functional PBE; potential files Ansatz PAW; basis plane waves; wave-function cutoff 580 eV; density cutoff ratio 5; exchange-correlation grid ratio 1; k mesh 1 x 1 x 1, Gamma-centred; self-consistency stop 5e-08 eV per atom in the density residual; occupations fixed; spin none; net charge 0.

Cell vectors (angstrom)
a 11.6015 0 0
b 0 13.3963 0
c 0 0 42.3139

Atoms: element, x, y, z (angstrom)
Si 0 2.2327 1.1851
Si 3.8672 2.2327 1.1851
Si 7.7343 2.2327 1.1851
Si 1.9336 5.5818 1.1851
Si 5.8008 5.5818 1.1851
Si 9.6679 5.5818 1.1851
Si 0 8.9308 1.1851
Si 3.8672 8.9308 1.1851
Si 7.7343 8.9308 1.1851
Si 1.9336 12.2799 1.1851
Si 5.8008 12.2799 1.1851
Si 9.6679 12.2799 1.1851
Si 1.9336 1.1164 1.9745
Si 5.8008 1.1164 1.9745
Si 9.6679 1.1164 1.9745
Si 0 4.4654 1.9745
Si 3.8672 4.4654 1.9745
Si 7.7343 4.4654 1.9745
Si 1.9336 7.8145 1.9745
Si 5.8008 7.8145 1.9745
Si 9.6679 7.8145 1.9745
Si 0 11.1635 1.9745
Si 3.8672 11.1635 1.9745
Si 7.7343 11.1635 1.9745
Si 1.9336 1.1164 4.3426
Si 5.8008 1.1164 4.3426
Si 9.6679 1.1164 4.3426
Si 0 4.4654 4.3426
Si 3.8672 4.4654 4.3426
Si 7.7343 4.4654 4.3426
Si 1.9336 7.8145 4.3426
Si 5.8008 7.8145 4.3426
Si 9.6679 7.8145 4.3426
Si 0 11.1635 4.3426
Si 3.8672 11.1635 4.3426
Si 7.7343 11.1635 4.3426
Si 0 0 37.9733
Si 3.8672 0 37.9733
Si 7.7343 0 37.9733
Si 1.9336 3.3491 37.9733
Si 5.8008 3.3491 37.9733
Si 9.6679 3.3491 37.9733
Si 0 6.6981 37.9733
Si 3.8672 6.6981 37.9733
Si 7.7343 6.6981 37.9733
Si 1.9336 10.0472 37.9733
Si 5.8008 10.0472 37.9733
Si 9.6679 10.0472 37.9733
Si 0 0 40.3415
Si 3.8672 0 40.3415
Si 7.7343 0 40.3415
Si 1.9336 3.3491 40.3415
Si 5.8008 3.3491 40.3415
Si 9.6679 3.3491 40.3415
Si 0 6.6981 40.3415
Si 3.8672 6.6981 40.3415
Si 7.7343 6.6981 40.3415
Si 1.9336 10.0472 40.3415
Si 5.8008 10.0472 40.3415
Si 9.6679 10.0472 40.3415
Si 0 2.2327 41.1309
Si 3.8672 2.2327 41.1309
Si 7.7343 2.2327 41.1309
Si 1.9336 5.5818 41.1309
Si 5.8008 5.5818 41.1309
Si 9.6679 5.5818 41.1309
Si 0 8.9308 41.1309
Si 3.8672 8.9308 41.1309
Si 7.7343 8.9308 41.1309
Si 1.9336 12.2799 41.1309
Si 5.8008 12.2799 41.1309
Si 9.6679 12.2799 41.1309
Si 0.6646 -0.0064 30.3399
Si 5.7685 -1.1918 31.5953
Si 9.8521 -3.185 30.6133
Si 2.3839 7.8172 28.5122
Si 4.9438 6.3729 28.823
Si 8.6686 3.4522 30.7878
Si -2.1634 5.4315 31.8641
Si 1.917 5.9151 32.0868
Si 7.8271 7.177 29.9708
Si 1.8856 9.8542 30.8225
Si 7.842 9.1927 31.1637
Si 7.7012 13.2643 30.8531
Si -0.0438 2.8303 30.562
Si 4.7797 2.2221 31.7665
Si 7.184 1.9718 31.8406
Si 0.324 5.7079 29.1969
Si 4.3248 4.457 31.2437
Si 11.3959 6.6172 31.2187
Si -0.0984 8.9437 31.7039
Si 3.4807 8.6649 31.9712
Si 5.7827 10.1141 30.5437
Si 2.2474 12.2111 31.4922
Si 4.0932 13.5731 30.7564
Si 9.65 12.3083 31.6457
Si 0.0392 2.4066 33.8285
Si 3.9782 2.2315 34.0253
Si 7.7102 2.1472 34.1162
Si 1.8448 5.6149 34.3524
Si 5.6065 5.5033 33.9715
Si 9.5245 5.554 34.1733
Si -0.0671 8.9496 34.0712
Si 3.7867 8.9413 34.2396
Si 7.6966 8.9474 33.7009
Si 1.9517 12.2775 33.8938
Si 5.7886 12.258 33.9935
Si 9.6427 12.2664 34.0082
Si 1.9456 1.1555 34.6294
Si 5.8058 1.0523 34.9252
Si 9.749 1.1413 34.7087
Si -0.1104 4.4815 34.9202
Si 3.7854 4.4209 34.9528
Si 7.578 4.4199 34.8199
Si 1.8434 7.8636 34.9845
Si 5.8001 7.7897 34.6812
Si 9.5598 7.848 34.7598
Si 0.0001 11.1956 34.7794
Si 3.8463 11.2041 34.8362
Si 7.7121 11.1071 34.7419
Si 1.929 1.1226 37.0913
Si 5.7983 1.0976 37.2482
Si 9.6906 1.1249 37.1295
Si -0.0108 4.4588 37.2447
Si 3.8661 4.4555 37.2649
Si 7.7087 4.4623 37.1844
Si 1.9161 7.8268 37.2869
Si 5.818 7.8037 37.1114
Si 9.6469 7.8272 37.1546
Si 0.0066 11.1723 37.1645
Si 3.8675 11.1756 37.1958
Si 7.7291 11.1477 37.1443
Si 0.0119 -0.0053 5.1266
Si 3.8716 0.0137 5.1992
Si 7.725 -0.0031 5.1468
Si 1.9484 3.3462 5.0869
Si 5.7962 3.3413 5.1238
Si 9.6614 3.3575 5.0953
Si 0.0015 6.7119 5.0803
Si 3.8849 6.6731 5.1112
Si 7.7526 6.6954 5.0789
Si 1.9424 10.0424 5.2074
Si 5.7792 10.0676 5.1563
Si 9.6724 10.0431 5.1447
Si 0.0587 -0.0341 7.4906
Si 3.8909 0.0593 7.6259
Si 7.7326 -0.0286 7.5251
Si 1.9839 3.3454 7.425
Si 5.8298 3.2911 7.4877
Si 9.6688 3.3797 7.4361
Si 0.1043 6.7446 7.4109
Si 4.029 6.5702 7.4647
Si 7.8806 6.7031 7.4112
Si 1.9954 10.0061 7.6435
Si 5.7373 10.1176 7.5489
Si 9.7033 10.0218 7.5252
Si 0.0177 2.2571 8.0827
Si 3.871 2.3146 8.4351
Si 7.7777 2.2042 8.2602
Si 1.9953 5.5734 8.1462
Si 6.0566 5.4962 8.238
Si 9.8435 5.6052 8.253
Si 0.0236 8.9074 8.3868
Si 3.9307 8.7297 8.3255
Si 7.6802 8.9464 8.1323
Si 1.988 12.2796 8.4169
Si 5.8008 12.3567 8.5177
Si 9.6985 12.2708 8.2247
Si 0.0063 2.375 10.3767
Si 3.7843 2.4821 10.8779
Si 7.7773 2.4197 10.6126
Si 1.6047 5.5898 11.4197
Si 9.8157 5.586 10.6327
Si 7.6825 4.7644 10.8255
Si -0.1627 9.0043 10.778
Si 3.496 8.6495 11.3719
Si 9.6744 7.6957 11.6698
Si 1.8738 12.4669 10.8152
Si 5.6752 12.7339 10.9856
Si 9.7979 12.4675 10.5479
Si 1.7754 1.311 11.424
Si 5.8496 1.5926 11.6329
Si 9.7631 1.2709 11.3051
Si -0.2104 4.177 11.813
Si 3.478 4.4814 12.1634
Si 6.0551 5.5352 13.2115
Si 1.4458 7.8348 12.0252
Si 5.6749 8.4326 13.4691
Si 7.9174 9.0921 11.2752
Si -0.0133 11.2635 11.4887
Si 3.7931 11.6789 11.8758
Si 8.3225 11.2936 11.8491
O 3.2457 4.0133 13.7252
O 5.5645 9.619 14.5858
O 10.1451 1.1108 12.9418
O 9.7224 7.5267 13.3263
O 1.3073 1.359 13.0381
O 6.1841 1.8397 13.2683
O 1.2726 7.8841 13.6871
O -0.1182 11.241 13.1601
O 3.8654 11.4646 13.5213
O -0.3388 3.4427 13.3465
O 5.9481 4.3509 14.2948
O 8.8226 11.2792 13.4262
O 6.4155 3.7644 27.1786
O 1.8667 9.1946 29.264
O 7.8578 -0.2128 29.1719
O 11.1184 5.9336 27.7709
O 8.9314 6.9013 28.7708
O 0.6825 12.5822 28.9179
O 10.1562 10.2648 28.9796
O 3.9616 7.6694 28.8496
O 5.2234 10.2393 28.9879
O 12.0266 4.1187 29.6601
O 0.4621 7.4436 24.8172
O -0.7481 -0.059 31.1583
Si 7.7008 11.377 23.4069
Si 4.3832 10.7239 14.8941
Si 7.4166 9.8232 25.9732
Si 2.5255 9.1171 16.8584
Si -0.5592 0.0169 16.2108
Si 7.8384 3.6182 27.9495
Si 8.5141 7.1788 22.3187
Si 1.4104 11.5624 17.991
Si 7.4482 7.978 19.6257
Si 10.4307 2.1119 23.7522
Si 4.0535 -0.6269 17.045
Si 0.8615 8.546 25.9507
Si 5.1982 5.5666 17.1333
Si 9.5173 6.0785 27.4682
Si 0.6337 10.5265 20.8206
Si 7.4383 0.7253 27.9011
Si 7.6603 3.8001 16.819
Si 7.6429 6.9849 25.3134
Si 11.4544 1.8073 13.6733
Si -1.0182 4.7935 22.6024
Si 4.6358 14.8127 19.0145
Si 7.3291 1.5607 20.2871
Si 9.3036 14.9784 18.3449
Si 4.3856 7.7233 19.052
Si 6.1156 2.7633 14.6116
Si 12.2023 12.6996 27.2917
Si 7.8459 6.7413 16.8076
Si 2.6114 10.8954 25.6265
Si 3.5478 2.1075 16.4375
Si -1.6719 2.5646 20.9167
Si 6.234 13.7391 22.8874
Si 2.6043 8.3865 21.5446
Si 5.5994 4.8556 26.2847
Si 4.4199 13.8479 28.4205
Si 2.1655 1.6395 26.5427
Si 2.8245 11.1108 22.6363
Si 1.9476 1.7208 23.7807
Si 8.2262 13.8117 24.9545
Si 10.2774 10.3602 27.354
Si 10.2339 11.0876 14.219
Si 4.9529 10.8744 27.5051
Si 9.1958 9.8002 21.1906
Si 3.5331 13.801 21.6998
Si 1.0676 7.0774 15.1003
Si 2.8747 4.0834 25.0463
Si 2.8029 4.5285 15.2113
Si 1.3467 6.4869 23.8165
Si 9.8922 8.0296 14.8716
O 9.4796 1.4448 24.8902
O 6.1637 4.2449 17.4089
O 0.3636 5.539 22.9496
O 3.0111 11.8801 17.9129
O 4.4896 6.1818 18.4799
O 2.3146 5.5877 24.784
O 7.5135 7.101 21.0212
O 4.7486 14.3405 22.6572
O 3.8685 2.4474 18.0116
O -0.8664 3.9537 21.2011
O 8.6414 2.9886 17.8244
O 3.6224 8.737 18.0097
O 3.246 1.3519 27.7294
O 4.4827 4.1416 25.3452
O 0.9969 11.509 19.563
O 5.0757 0.1107 18.0993
O 3.121 11.5147 24.1985
O 4.49 12.4115 27.6703
O -3.1973 5.2263 16.4849
O 1.2237 11.1723 22.2182
O 8.8273 10.1486 26.6889
O 3.999 5.2621 16.0585
O 6.6882 5.6774 25.403
O 3.1534 0.5313 16.2906
O 4.8633 2.2758 15.5025
O 10.1931 3.734 23.7916
O 8.3408 10.9165 22.0004
O 6.9759 8.2567 26.1067
O 6.2159 6.7442 16.6095
O 7.085 0.543 21.5169
O 3.5686 7.6481 20.4635
O 9.3834 5.8335 22.3947
O 8.1269 7.173 18.3676
O -0.5026 7.1439 15.5201
O 10.2584 9.6184 14.9227
O 9.4786 8.4861 22.1265
O 1.8703 11.991 26.5694
O 6.9424 1.0844 24.1634
O 2.153 0.916 22.3927
O -0.9801 10.4423 20.7948
O 1.5466 9.7731 25.1368
O 5.9245 2.1306 19.6978
O 3.7877 10.2166 26.5564
O 8.1152 14.1388 19.1036
O -1.1636 1.9393 19.4925
O 8.9698 4.5594 27.2946
O 8.552 7.7737 15.7647
O 1.3075 9.0199 20.7359
O 10.3489 12.2228 15.3598
O 9.9284 14.0711 17.1838
O 2.3772 3.1503 15.9873
O -0.3942 9.1243 26.8134
O 2.2024 7.3352 22.7216
O 10.1471 1.5782 22.2188
O 10.8563 11.8421 26.8966
O 7.4904 10.1012 24.3745
O 1.5349 5.5192 14.9904
O 2.5908 3.2254 23.6729
O 9.115 6.7787 26.0422
O 8.681 12.4518 24.1662
O 0.3637 1.7671 24.1132
O 4.8843 11.8659 15.9623
O 6.2586 12.1214 23.1617
O 5.8869 8.3276 19.31
O 7.77 13.4089 26.4724
O 3.6032 14.3723 20.19
O 8.2944 2.7962 20.7834
O 2.6472 1.0144 25.0933
O 1.2751 10.0345 17.4
O 5.8725 1.1584 28.1266
O 7.7384 7.3165 23.7325
O 1.993 7.9473 26.9484
O 8.3274 9.3442 19.8759
O 3.5918 12.1787 21.6691
O -0.0904 14.6482 15.2155
O 1.9459 7.7157 16.2974
O 8.3306 2.0805 27.8648
O 7.4626 2.7599 15.5483
O 0.7263 0.9065 26.9268
O 2.1002 3.2786 26.2891
O 3.1571 9.9175 15.5851
O 6.3339 10.7893 26.6785
O 0.5893 -0.6942 17.1475
O 3.3985 9.623 22.2792
O 7.7455 4.0317 29.5288
O 4.2448 8.1924 12.7463
O 2.6955 4.5665 31.5079
O 14.6182 -6.2935 31.7143
O 6.112 6.9574 13.9967
O 5.2875 5.2681 32.3407
O 7.4136 5.3006 12.364
O 4.8052 5.4555 12.1654
O 0.0903 2.9165 32.2156
O 3.955 8.083 9.8928
O 6.7022 8.8799 12.3302
O 12.4987 1.5967 30.0547
O 8.0767 19.6358 31.3012
O 6.4636 5.3658 9.8606
O 1.8082 6.3465 28.9567
O 4.8426 5.88 27.2821
O 3.8514 10.2185 11.1325
O 4.5994 5.0997 29.7739
O 24.9653 5.5684 9.7747
O 7.3467 8.8945 9.7566
O 4.952 -4.5066 31.2603
O 6.8315 -14.8194 11.8827
O 6.4099 6.9161 29.2288
O 9.9673 15.971 30.2363

Results
free energy: -227634.850 eV
free energy less fixed offsets of O -568.88, Si -635.61 eV per atom: 3.710 eV

Forces (eV/angstrom), in the order of the atoms: element, x, y, z
Si -0.0023 0.003 0.0268
Si -0.0166 0.0118 -0.0365
Si -0.0048 -0.0139 0.0057
Si 0.0151 -0.0148 0.0352
Si -0.0053 -0.0266 -0.0114
Si -0.0219 -0.0085 0.0143
Si -0.032 0.0075 -0.0066
Si -0.0064 -0.0168 0.0079
Si 0.0146 -0.0047 -0.0121
Si -0.0152 0.0275 -0.0311
Si 0.0012 0.0269 0.0412
Si 0.0215 0.0127 0.0425
Si 0.0607 -0.0543 0.0169
Si -0.0272 -0.0235 0.0081
Si -0.0111 -0.0305 0.0013
Si 0.0042 0.0003 -0.0226
Si 0.0527 -0.0402 0.0032
Si -0.0434 -0.0164 -0.0006
Si 0.0772 0.0715 -0.019
Si 0.0207 0.0671 -0.023
Si 0.0268 0.0547 0.0005
Si 0.0632 -0.0484 0.0053
Si -0.0746 0.0529 -0.0087
Si -0.0055 -0.0354 -0.0235
Si 0.162 -0.1305 -0.0404
Si -0.0852 -0.0975 0.031
Si -0.0196 -0.0991 0.129
Si 0.0582 0.0319 -0.0867
Si 0.1363 -0.1036 -0.3675
Si -0.1153 -0.0659 -0.2351
Si 0.1956 0.1503 0.0797
Si 0.0121 0.1558 0.081
Si 0.0438 0.1667 -0.3681
Si 0.1641 -0.1455 0.1394
Si -0.1577 0.1605 0.2397
Si -0.082 -0.0316 0.1773
Si 0.1218 0.1234 -0.2535
Si -0.3439 0.0647 0.0687
Si 0.3166 -0.1243 -0.2399
Si -0.0699 -0.3007 0.0988
Si 0.0582 -0.1181 0.4039
Si -0.2548 -0.1428 0.042
Si -0.4043 0.0691 0.1581
Si 0.2335 0.1334 -0.0559
Si -0.0743 0.0165 -0.0777
Si -0.0143 0.3068 0.2716
Si 0.0247 -0.1604 -0.2631
Si -0.0099 0.0507 -0.1828
Si 0.0576 0.0407 0.0137
Si -0.1481 0.0561 -0.0037
Si 0.1236 -0.0346 0.0143
Si -0.0316 -0.1168 0.0162
Si 0.0006 -0.0512 0.0044
Si -0.0966 -0.057 0.012
Si -0.1392 0.0099 0.0115
Si 0.0927 0.0592 0.0233
Si -0.0171 0.0065 -0.0024
Si -0.0174 0.1242 -0.0046
Si 0.0044 -0.0613 -0.0084
Si 0.0131 0.025 0.0111
Si 0.0053 0.0054 -0.0012
Si 0.0248 -0.0062 0.0469
Si -0.0007 0.0282 0.0237
Si -0.0099 0.0072 -0.0816
Si 0.0095 0.0084 0.0072
Si 0.0142 0.0071 0.0148
Si 0.0326 -0.0167 -0.0026
Si -0.006 0.0077 0.0025
Si -0.0069 -0.0086 -0.0139
Si 0.0098 -0.0348 0.0634
Si -0.0092 -0.0157 -0.0939
Si -0.011 -0.0161 -0.0121
Si -0.0007 -0.0321 0.025
Si 0.0082 0.0379 0.0462
Si 0.0108 0.007 0.0276
Si 0.0113 -0.0023 0.0127
Si 0.0168 0.0122 0.013
Si -0.0072 -0.0211 -0.014
Si 0 0.0381 0.0372
Si -0.0027 -0.0004 -0.0127
Si -0.0177 -0.0074 -0.0097
Si 0.0201 -0.0068 0.0295
Si 0.0044 -0.0116 0.0034
Si 0.0076 0.0009 0.0211
Si -0.0023 0.0064 -0.0045
Si 0.0036 -0.0028 0.0005
Si -0.0114 0.0178 0.0075
Si 0.0109 -0.0249 -0.0047
Si 0.0055 0.001 -0.0006
Si 0.0049 -0.0068 -0.0107
Si -0.0188 0.011 0.0138
Si -0.0023 0.0115 0.0051
Si -0.0146 -0.0412 -0.0395
Si -0.0026 0.0288 0.002
Si -0.0128 0.0021 -0.0006
Si -0.0042 -0.0092 0.0054
Si 0.0006 -0.0107 0.043
Si -0.0089 0.0018 0.0012
Si -0.0049 0.0015 0.0084
Si -0.0041 0.0002 0.0125
Si 0.0009 0.0059 0.0311
Si -0.0123 -0.0116 -0.0181
Si 0.0034 -0.0021 -0.0102
Si 0.0023 0.003 -0.0028
Si 0.0036 0.0003 0.0147
Si -0.0022 -0.0033 -0.0059
Si -0.0028 -0.0104 -0.0172
Si 0.0007 -0.0033 -0.0021
Si 0.0126 0.001 -0.0043
Si 0.0012 0.0013 -0.001
Si -0.0102 0.003 -0.0011
Si 0.0112 0.0009 0.0073
Si 0.008 -0.0002 -0.002
Si 0.0206 -0.0042 0.0035
Si -0.0056 -0.0009 0.0068
Si -0.0099 -0.0047 -0.0064
Si 0.0087 0.0012 -0.007
Si -0.0022 -0.0006 -0.006
Si 0.009 0.001 0.002
Si 0.0039 0.0088 -0.0075
Si -0.0077 0.0014 0.0007
Si 0.001 0.0011 0.0067
Si 0.005 0.0002 0.0037
Si 0.0008 -0.0044 0.0072
Si -0.0007 0.0018 0.003
Si -0.0072 0.003 -0.0014
Si 0.0004 0.0005 -0.0004
Si 0.0032 0.001 0.0034
Si -0.0017 -0.0029 0.0063
Si 0.001 -0.0006 0.0005
Si -0.0026 -0.0013 0.0061
Si 0.0028 0.0002 0.0081
Si -0.0036 0.0003 -0.0019
Si 0.0003 -0.0035 -0.0086
Si -0.002 -0.0067 -0.0037
Si -0.0021 0.0001 -0.0022
Si 0.0004 -0.0023 0.0004
Si 0.0003 -0.0017 -0.0016
Si 0.0048 -0.0023 -0.0003
Si 0.0006 -0.0018 0.0002
Si 0.0022 0.0001 -0.0018
Si 0.0013 -0.003 -0.004
Si -0.0043 -0.003 0.0014
Si 0.0015 -0.0018 -0.0041
Si -0.0016 0.0051 -0.0022
Si 0.0032 -0.006 0.0024
Si 0.0038 0.0041 0
Si -0.0054 0.0015 0.0031
Si -0.0015 0.0002 -0.0029
Si 0.0032 0.0005 -0.0012
Si -0.0119 0.004 -0.0058
Si 0.0036 0.0158 0.0025
Si -0.0196 0.0047 -0.0026
Si -0.0033 0.0137 -0.0108
Si 0.0008 -0.011 0.0243
Si -0.0018 0.0083 -0.0017
Si 0.0027 0.0069 -0.0075
Si 0.0059 -0.0003 -0.003
Si 0.0011 0.0007 0.0049
Si -0.0072 -0.0057 0.0027
Si 0.0022 -0.0023 -0.0276
Si 0.0125 -0.0024 0.0197
Si 0.0037 -0.0003 0.0129
Si -0.0018 0.0105 -0.042
Si 0.004 -0.0012 -0.0153
Si 0.0043 -0.0094 0.0103
Si -0.0057 -0.0089 -0.0093
Si 0.0031 0.0058 0.0056
Si -0.007 0.0061 0.0065
Si 0.011 -0.0055 0.0078
Si -0.0072 -0.0071 0.0018
Si 0.0237 0.004 -0.0214
Si -0.0349 -0.005 -0.0091
Si 0.0156 0.0019 0.0064
Si -0.0049 -0.0151 0.0084
Si -0.0257 -0.0225 -0.0462
Si -0.0088 0.0257 -0.0057
Si 0.022 0.01 0.0047
Si -0.0189 -0.0027 0.001
Si 0.0024 -0.0034 -0.0081
Si 0.0037 -0.0244 -0.0338
Si -0.0048 0.0171 -0.0191
Si 0.0076 -0.0086 -0.0126
Si 0.0011 -0.0003 -0.0159
Si 0.0055 0.0077 -0.0044
Si 0.0026 0.0141 -0.0036
Si -0.0034 0.0074 -0.029
Si 0.0335 -0.0093 0.0191
Si -0.0125 -0.0346 0.0287
Si -0.0026 -0.0108 -0.0282
Si -0.0327 0.0484 -0.0041
Si -0.0255 0.015 0.0249
O 0.0153 -0.017 -0.0067
O -0.0055 0.0172 0.0178
O -0.0037 -0.0055 0.0097
O 0.0129 0.0066 0.0126
O -0.0035 0.0052 0.0247
O 0.0023 0.0067 0.0308
O 0.0053 0.0045 0.0021
O -0.0088 0.004 0.0241
O 0.0113 -0.0087 0.0093
O -0.0049 -0.0038 0.006
O -0.0012 -0.0051 0.0029
O 0.0008 0.0043 -0.0156
O -0.0043 -0.0011 -0.0012
O -0.0005 -0.006 -0.0131
O -0.0006 -0.0053 -0.0153
O -0.0008 0.0117 -0.0013
O 0.0049 -0.0049 -0.0023
O -0.0051 0.0075 -0.0215
O 0.0035 -0.0008 -0.026
O -0.0107 0.0026 -0.001
O -0.0061 0.009 -0.0017
O -0.0055 0.0158 -0.0024
O 0.0002 0.0024 0.0047
O 0.0084 0.0091 -0.0121
Si -0.0082 0.0039 -0.0131
Si 0.0019 -0.0135 -0.0109
Si 0.0059 0.0253 -0.0026
Si 0.003 -0.0107 -0.0029
Si -0.0073 0.018 -0.024
Si 0.0063 -0.008 -0.0006
Si 0.0135 -0.003 -0.008
Si -0.0112 0.0048 0.016
Si 0.0045 0.013 0.0161
Si 0.0017 0.0001 -0.0115
Si 0.0014 0.0043 0.012
Si -0.0009 -0.0084 0.002
Si -0.0053 0.0072 0.0015
Si -0.004 0.0039 0.0085
Si -0.0084 -0.0066 0.0084
Si 0.0096 -0.0006 -0.0198
Si 0.0002 -0.0032 0.0024
Si 0.0093 0.0086 -0.014
Si -0.0026 0.0071 0.0081
Si -0.0089 0.0145 -0.008
Si 0.0012 0.004 0.0099
Si 0.0098 -0.0006 0.0157
Si 0.0048 0.0017 0.0124
Si 0.0014 0.0065 0.0174
Si -0.0038 0.0122 -0.011
Si -0.0103 -0.0028 0.0074
Si 0.0017 0.0115 0.0064
Si 0.0117 0.0119 -0.0064
Si 0.0075 0.0127 0.0021
Si -0.0011 0.0071 0.008
Si -0.0002 -0.0096 -0.0067
Si -0.0018 0.0003 -0.0064
Si 0.0035 0.0023 0.011
Si 0.0077 0.0064 -0.0081
Si -0.0089 -0.0033 -0.0023
Si 0.0009 0.0021 -0.0175
Si -0.0049 -0.0083 -0.0103
Si -0.0045 -0.0025 0.009
Si -0.0078 0.0154 0.0063
Si 0.0006 -0.0011 0.0287
Si 0.0079 -0.0121 -0.0092
Si 0.005 0.0044 -0.0055
Si -0.0022 -0.0058 0.0051
Si -0.0039 0.0073 0.0097
Si -0.009 0.0019 -0.0083
Si -0.0018 -0.0034 0.005
Si -0.0006 -0.0008 -0.0196
Si 0.0087 0.0069 -0.0172
O 0.0028 0.0017 0.0042
O 0.0036 -0.0003 -0.0003
O -0.0053 0.0047 0.0111
O 0.003 0.0019 -0.0034
O -0.0005 -0.0025 -0.0001
O 0.0049 -0.0026 0.0054
O -0.0014 0.0009 0.0008
O -0.0007 0.0044 -0.0014
O -0.0026 -0.0004 -0.0016
O 0.0013 0.0005 0.008
O 0.0004 0.0034 -0.0044
O -0.0039 0.0019 -0.0028
O 0.0062 -0.0008 0.002
O -0.0035 0.0014 0.0001
O 0.0058 0.0054 -0.0161
O -0.0003 -0.0012 -0.0078
O -0.0012 -0.0018 0.0118
O 0.0072 0.0075 0.0064
O 0.0048 -0.0019 0.0012
O 0.0028 0.0027 0.0046
O -0.0084 -0.0073 -0.0095
O 0.0055 0.0035 0.006
O -0.0052 -0.0025 0.0031
O -0.0021 -0.0059 -0.0026
O 0.0018 -0.0014 0.0025
O 0.0069 0.0039 0.0004
O -0.0025 0.0027 0.0128
O -0.0038 -0.0068 0.0029
O 0.0042 -0.0019 -0.0035
O -0.0018 0.0084 -0.0013
O 0.0025 0.0022 -0.0065
O 0.0103 -0.0043 0.0126
O 0.001 -0.0073 -0.0131
O -0.0068 0.0171 -0.0018
O -0.0092 -0.021 -0.0123
O -0.0054 -0.0053 0.0033
O 0.0034 0.0002 0.003
O 0.0037 0.0037 0.0031
O 0.0009 0.0039 0.0032
O 0.0038 -0.0001 0.0034
O 0.0005 -0.0026 0.001
O 0.0005 -0.0006 -0.0011
O -0.0034 0.0001 -0.002
O -0.0014 -0.0015 -0.0049
O 0.0027 -0.003 -0.0149
O 0.0014 -0.0004 0.0021
O -0.0046 -0.0034 0.0086
O 0.0052 0.0022 0.0027
O 0.001 -0.0098 -0.0071
O -0.0017 0.0028 0.0073
O -0.0026 -0.0118 0.0172
O 0.0072 -0.0077 -0.0007
O -0.0031 -0.0041 0.0102
O 0.0014 0.0028 0.0095
O 0.0057 -0.004 0.0017
O -0.0006 -0.0015 0.0145
O -0.0148 0.0099 -0.0007
O 0.005 0.0046 0.0114
O 0.0018 0.0045 -0.0033
O 0.0031 -0.0003 0.0028
O 0.0008 0.0026 0.0019
O 0.0038 0.0022 0
O 0.0057 -0.0041 0.0054
O -0.0054 -0.0052 -0.007
O -0.0054 0.0037 0.0041
O 0.0043 0.003 -0.0068
O -0.0042 -0.0045 -0.0046
O 0.006 -0.0011 0.0096
O 0.0006 0.0024 0.0005
O 0.0005 -0.0041 -0.0037
O -0.0004 -0.0023 0.0135
O -0.011 0.0054 -0.0079
O -0.0023 -0.007 0
O 0.0015 0.0032 0.0032
O 0.0024 -0.0209 0.0185
O 0.0022 0.0053 0.0035
O -0.0108 0.0064 0.0052
O 0.0045 -0.0026 0.0004
O 0.0095 0.0034 0.0025
O 0.0054 0.0013 0.0057
O 0.0025 0.0053 0.0048
O 0.0049 -0.0082 0.0057
O 0.0122 -0.0084 0.0078
O 0.0024 0.0008 0.0038
O 0.0001 0 0.008
O -0.0494 -0.0662 0.0576
O 0.0023 -0.002 -0.002
O 0.0039 -0.0079 -0.0078
O 0.0192 -0.005 0.0035
O -0.0121 -0.0056 -0.0276
O 0 0.0013 0.0041
O 0.0034 0.0049 -0.0016
O -0.0013 0.0045 -0.0261
O -0.0128 0.0041 0.0407
O 0.0112 0.0482 -0.1017
O 0.0115 0.0063 -0.0105
O -0.006 -0.002 -0.0103
O -0.0024 0.0014 0.0241
O 0.0039 0.0011 0.0035
O 0.0026 -0.01 -0.0161
O 0.0439 0.0223 -0.0153
O -0.0019 -0.0045 0.0084
O -0.0072 0.0089 0.0247
O 0.0263 0.0048 0.0462
O 0.005 0.0011 -0.0038
O 0.04 -0.0176 0.0063
O 0.0023 -0.0025 0.0078
O -0.0009 0.0091 0.0066

The program warned: the cutoff lies below the one the program advises for these potential files; the exchange-correlation potential is rough where the density is thin.
